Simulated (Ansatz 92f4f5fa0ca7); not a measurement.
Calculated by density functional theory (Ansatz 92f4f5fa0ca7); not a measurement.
Periodic cell of 430 atoms, Si266O164, from a study of silicon, its oxide and their interface. The atomic structure is a simulated model.
Doubt: the cutoff is far below the 930 eV that the study's wrapper takes by default for these files, so forces and energies are approximate.
This geometry differs little from another in the collection (a relaxation step or a small displacement).

Settings
functional: PBE
potential files: Ansatz PAW
basis: plane waves
wave-function cutoff: 580 eV
density cutoff ratio: 5
exchange-correlation grid ratio: 1
k mesh: 1 x 1 x 1, Gamma-centred
self-consistency stop: 5e-08 eV per atom in the density residual
occupations: fixed
spin: none
net charge: 0

Cell vectors (angstrom)
a 15.4687 0 0
b 0 12.8259 0
c 0 0 37.5231

Atoms and the computed forces on them: element, x, y, z (angstrom), force x, y, z (eV/angstrom)
Si -0.044 1.165 34.827 0.003 0.002 0.002
Si 3.857 1.161 34.841 -0.005 -0.002 0
Si 7.767 1.167 34.822 0 -0.003 0.001
Si 11.584 1.142 34.815 0.003 0 0.002
Si 1.868 7.57 34.877 0.004 -0.001 0
Si 5.776 7.572 34.886 0.004 -0.003 0
Si 9.694 7.591 34.86 -0.001 0 0.002
Si 13.472 7.581 34.843 0.002 -0.002 0.002
Si 1.934 5.247 35.256 -0.017 -0.226 0.209
Si 5.801 5.247 35.256 -0.004 -0.083 0.167
Si 9.668 5.247 35.256 0.236 -0.143 -0.463
Si 13.535 5.247 35.256 -0.354 0.016 0.375
Si 0 11.66 35.256 0.031 0.081 -0.272
Si 3.867 11.66 35.256 -0.327 0.094 0.138
Si 7.734 11.66 35.256 0.103 0.115 0.12
Si 11.602 11.66 35.256 0.044 -0.229 -0.396
Si 0 4.664 36.493 -0.016 -0.029 -0.013
Si 3.867 4.664 36.493 0.021 0.018 0.032
Si 7.734 4.664 36.493 -0.025 -0.016 -0.062
Si 11.602 4.664 36.493 0.046 0.116 0.118
Si 1.934 11.077 36.493 0.067 0.09 0.015
Si 5.801 11.077 36.493 0.034 -0.023 -0.077
Si 9.668 11.077 36.493 -0.012 -0.082 -0.075
Si 13.535 11.077 36.493 -0.003 -0.097 -0.094
Si 0 2.332 36.905 -0.115 0.015 -0.116
Si 3.867 2.332 36.905 -0.05 0.014 -0.021
Si 7.734 2.332 36.905 0.09 -0.032 -0.145
Si 11.602 2.332 36.905 -0.064 -0.04 -0.232
Si 1.934 8.745 36.905 -0.14 0.001 0.237
Si 5.801 8.745 36.905 0.001 0.035 0.299
Si 9.668 8.745 36.905 0.167 0.031 0.19
Si 13.535 8.745 36.905 -0.186 -0.018 0.047
Si 1.934 1.749 0.619 0.02 -0.022 -0.058
Si 5.801 1.749 0.619 0.018 -0.033 -0.061
Si 9.668 1.749 0.619 0.002 -0.004 -0.024
Si 13.535 1.749 0.619 0.044 -0.018 -0.041
Si 0 8.162 0.619 0.038 0.009 0.008
Si 3.867 8.162 0.619 0.025 -0.003 0.012
Si 7.734 8.162 0.619 0.005 0.007 -0.018
Si 11.602 8.162 0.619 -0.016 0.048 0.072
Si 0 5.83 1.031 0.014 -0.022 -0.022
Si 3.867 5.83 1.031 -0.001 0.006 0.028
Si 7.734 5.83 1.031 0.03 -0.015 -0.011
Si 11.602 5.83 1.031 -0.06 -0.035 0.032
Si 1.934 12.243 1.031 -0.07 -0.074 -0.008
Si 5.801 12.243 1.031 -0.044 0.012 0.023
Si 9.668 12.243 1.031 0.012 0.001 -0.01
Si 13.535 12.243 1.031 -0.006 0.026 0.022
Si 1.934 5.247 2.268 -0.084 -0.058 -0.368
Si 5.801 5.247 2.268 0.196 -0.028 -0.085
Si 9.668 5.247 2.268 -0.015 0.019 0.032
Si 13.535 5.247 2.268 -0.056 0.011 0.032
Si 0 11.66 2.268 0.144 -0.005 -0.135
Si 3.867 11.66 2.268 -0.002 -0.011 -0.03
Si 7.734 11.66 2.268 0.079 -0.01 -0.081
Si 11.602 11.66 2.268 0.013 -0.009 -0.09
Si 1.934 2.915 2.68 -0.022 -0.021 0.012
Si 5.801 2.915 2.68 -0.037 0.023 0.02
Si 9.668 2.915 2.68 0.006 -0.007 -0.001
Si 13.535 2.915 2.68 -0.043 -0.026 -0.006
Si 0 9.328 2.68 -0.043 0.043 0.036
Si 3.867 9.328 2.68 -0.029 0.066 0.06
Si 7.734 9.328 2.68 0.008 0.023 0.01
Si 11.602 9.328 2.68 0.016 0.036 0.074
Si 0.746 0.246 27.384 0.003 0.001 0
Si 3.718 1.121 27.304 0 -0.001 0.003
Si 8.99 0.106 25.364 -0.001 -0.001 -0.007
Si 11.399 -1.591 26.444 0.001 -0.004 0
Si 0.756 5.669 27.239 0.01 -0.002 0.023
Si 5.635 6.789 27.862 0.003 0.008 -0.001
Si 8.673 6.992 27.336 -0.002 -0.003 -0.006
Si 13.271 6.574 28.16 0.005 0.006 0.018
Si 1.512 5.009 29.334 0.014 0.003 -0.019
Si 4.888 3.852 28.023 0.001 -0.001 0.002
Si 9.099 4.55 25.366 0 0.006 0.001
Si 12.68 3.962 29.588 -0.003 0.01 0.01
Si 0.339 10.042 28.24 0.001 -0.006 0.019
Si 4.112 9.401 28.712 -0.018 0.008 0.007
Si 7.401 11.176 28.985 -0.007 0.005 -0.012
Si 11.558 11.094 28.861 -0.004 -0.002 0.006
Si -0.382 3.753 30.149 0.004 -0.005 0.005
Si 3.505 3.77 29.928 -0.015 0.022 0.009
Si 7.628 2.798 29.275 -0.004 0.005 -0.002
Si 11.865 2.028 28.415 -0.005 -0.008 0.01
Si 1.988 9.332 29.782 0.014 0.007 -0.015
Si 5.877 9.796 30.179 -0.007 -0.012 0.012
Si 9.532 10.106 29.712 0.02 0.014 0.001
Si 13.651 10.025 29.598 -0.006 0.004 -0.003
Si -0.018 1.409 30.297 -0.007 -0.002 0.003
Si 3.708 1.387 30.383 -0.009 -0.001 0.005
Si 7.573 0.579 30.123 0.007 -0.005 0.014
Si 11.532 0.397 30.062 -0.005 -0.007 0.01
Si 1.84 7.104 30.52 -0.002 -0.012 0
Si 5.894 7.501 30.738 0.028 -0.001 0.009
Si 9.511 7.735 30.243 -0.002 -0.004 0.002
Si 13.531 7.71 30.214 0.005 -0.013 -0.005
Si 1.835 0.523 31.505 0.005 0.005 0.006
Si 5.681 0.603 31.551 0 -0.002 0
Si 9.575 0.459 31.435 0 -0.007 -0.003
Si 13.505 0.531 31.411 0 0.003 0.001
Si -0.159 7.008 31.69 -0.013 0.008 0.004
Si 3.835 6.981 31.771 -0.009 0.003 0.005
Si 7.864 6.967 31.777 -0.018 0.01 0.007
Si 11.555 7.085 31.382 0.009 0.006 0.003
Si -0.107 4.717 32.224 -0.006 -0.007 0.011
Si 3.91 4.676 32.056 0.004 -0.005 -0.005
Si 7.804 4.608 32.009 0.01 0 0.006
Si 11.7 4.692 31.748 -0.008 -0.006 -0.001
Si 1.904 10.902 31.767 -0.004 0.001 0.004
Si 5.655 11.103 32.087 -0.001 0.002 0.005
Si 9.599 11 31.937 -0.002 0.005 0.004
Si 13.62 11.037 31.812 -0.001 0.001 -0.004
Si 1.936 4.051 33.22 -0.004 -0.002 -0.005
Si 5.853 4.047 33.227 -0.005 0.001 0.005
Si 9.784 4.047 33.113 0.001 -0.001 0.005
Si 13.422 4.056 33.262 0.013 0.001 0.011
Si 0.011 10.499 33.155 -0.001 -0.005 0.002
Si 3.741 10.479 33.227 0.006 -0.005 0.001
Si 7.67 10.504 33.215 0.005 0 -0.007
Si 11.625 10.499 33.106 -0.006 -0.007 -0.006
Si 1.903 1.692 33.596 0.002 -0.001 0.003
Si 5.813 1.727 33.622 0.005 0.003 0.005
Si 9.688 1.706 33.498 -0.005 0.001 0
Si 13.482 1.703 33.531 -0.002 0.005 -0.002
Si -0.065 8.215 33.676 -0.005 0.002 -0.002
Si 3.811 8.193 33.74 -0.002 0.005 0.002
Si 7.727 8.198 33.74 0.001 -0.005 0.001
Si 11.576 8.164 33.524 -0.002 0.001 0.004
Si 0 2.332 3.917 0.045 0.054 0.057
Si 3.867 2.332 3.917 0.109 -0.237 -0.284
Si 7.734 2.332 3.917 0.135 0.118 0.228
Si 11.602 2.332 3.917 -0.002 -0.003 -0.126
Si 1.934 8.745 3.917 -0.039 0.282 0.119
Si 5.801 8.745 3.917 0.204 -0.02 0.076
Si 9.668 8.745 3.917 -0.147 0.067 0.175
Si 13.535 8.745 3.917 0.061 0.104 0.08
Si 1.92 6.428 4.272 0.001 -0.001 0.002
Si 5.856 6.419 4.317 0 0.008 0.003
Si 9.659 6.422 4.328 -0.001 0.001 0.004
Si 13.525 6.426 4.33 0.002 0.004 0.006
Si 0.045 12.814 4.318 -0.002 -0.002 -0.002
Si 3.895 12.822 4.327 -0.005 -0.002 -0.002
Si 7.766 12.821 4.329 -0.003 0.003 0.002
Si 11.622 12.823 4.321 -0.001 0 -0.002
Si 0.018 5.879 5.531 0 -0.007 -0.004
Si 3.868 5.802 5.395 -0.001 -0.003 -0.002
Si 7.769 5.865 5.639 -0.001 -0.008 -0.004
Si 11.582 5.865 5.57 -0.001 -0.005 -0.001
Si 1.976 12.258 5.587 0.004 0.009 0.017
Si 5.838 12.19 5.531 0.002 0.001 0.003
Si 9.701 12.212 5.561 0.003 -0.004 0.004
Si 13.575 12.229 5.508 -0.001 0.002 -0.001
Si 0.036 3.553 5.965 0.009 0.004 0.01
Si 3.897 3.524 5.915 -0.013 0.004 0.003
Si 7.785 3.523 6.015 0.004 0.002 0.013
Si 11.633 3.551 5.931 0 -0.004 0.004
Si 1.958 9.92 6.017 -0.005 0.001 -0.004
Si 5.848 9.871 6.012 0.001 0.001 0
Si 9.633 9.883 6.025 0.004 0.003 -0.004
Si 13.523 9.897 6 0.001 -0.004 -0.003
Si 1.998 2.966 7.16 -0.003 -0.007 0
Si 5.799 2.898 7.15 0.009 0.002 -0.004
Si 9.778 2.939 7.218 -0.002 0.005 -0.006
Si 13.548 2.992 7.164 -0.006 0 -0.009
Si -0.002 9.463 7.291 -0.001 0.016 0.012
Si 3.924 9.23 7.204 0.001 0.008 0.004
Si 7.732 9.365 7.399 -0.003 0.006 0.002
Si 11.564 9.269 7.231 0.001 0.011 0.004
Si 0.059 7.108 7.552 0.001 -0.006 -0.002
Si 3.928 6.862 7.437 0.006 -0.011 -0.005
Si 7.781 6.936 7.805 0.002 -0.005 0
Si 11.51 6.922 7.704 0.003 -0.004 0
Si 2.029 13.475 7.635 0.001 0.009 -0.024
Si 5.892 13.422 7.52 -0.003 0 -0.007
Si 9.769 13.462 7.559 0.012 0.007 0.004
Si 13.663 13.497 7.473 -0.003 0.009 -0.012
Si 2.014 6.504 8.732 -0.005 0 0.004
Si 5.765 6.073 8.722 -0.003 0.011 0.002
Si 9.646 6.134 9.103 -0.001 0.005 0.003
Si 13.586 6.515 8.708 -0.001 0.011 -0.003
Si 0.058 13.083 8.87 0.003 0.013 0.033
Si 4.007 12.789 8.763 -0.011 0.004 0.009
Si 7.817 13.149 8.833 0.002 0.012 0.005
Si 11.769 12.912 8.692 -0.026 -0.007 -0.049
Si 2.065 4.191 9.17 -0.004 -0.009 -0.008
Si 5.843 3.697 9.373 0.002 -0.015 0.005
Si 9.675 3.746 9.469 -0.004 -0.012 -0.002
Si 13.708 4.225 9.184 0.004 -0.012 0.004
Si -0.102 10.78 9.323 -0.002 -0.012 -0.003
Si 3.797 10.496 9.181 0.022 -0.006 -0.008
Si 9.792 10.512 10.566 0.011 0.008 -0.001
Si 11.635 10.622 9.146 -0.001 -0.012 0.009
Si 0.156 3.719 10.385 0 0.01 -0.002
Si 3.778 3.488 10.602 -0.003 0.016 0.017
Si 7.801 2.453 10.085 -0.003 -0.003 -0.012
Si 11.352 3.362 11.201 0.016 0.005 0.019
Si 1.883 10.706 10.522 -0.027 0.007 0.009
Si 6.353 10.145 11.116 -0.004 -0.003 0.005
Si 7.813 10.791 9.394 0.003 -0.005 0
Si 13.403 10.643 10.646 0.004 -0.01 -0.017
Si -0.472 1.486 10.906 0.018 -0.032 -0.025
Si 3.471 0.407 11.028 0.011 -0.006 -0.019
Si 7.965 2.027 12.38 -0.005 -0.002 0.006
Si 12.713 0.75 10.765 0.005 0.007 0.069
Si 2.365 8.001 11.6 -0.001 -0.005 0.002
Si 5.389 7.48 11.513 0.002 -0.006 0.001
Si 10.229 7.643 11.884 0.007 0.004 0.003
Si 13.328 7.818 11.636 0.001 0.002 -0.002
O 13.056 12.074 11.462 0 0.014 -0.005
O 6.424 14.411 12.665 -0.001 0.002 -0.001
O 2.161 0.868 26.835 0 0.001 0.004
O 9.942 -1.161 25.78 -0.002 0.002 0.003
O 14.418 7.041 12.541 0 -0.003 0.001
O 6.585 8.575 11.561 -0.001 0.002 0
O -0.8 6.231 27.354 -0.002 -0.001 -0.003
O 7.059 7.321 27.202 0.002 -0.001 0.004
O 0.22 4.882 11.562 -0.001 0.006 0.014
O 11.003 12.123 13.818 0.003 0.003 0.004
O 6.422 10.913 12.554 -0.002 0.001 -0.001
O 17.618 -0.594 11.179 0.007 0.005 0.005
O 1.836 9.547 11.714 0.003 0.002 -0.004
O 8.342 3.427 13.158 0.001 0 -0.001
O 10.545 5.529 14.853 0.002 0 -0.001
O 11.158 4.117 12.65 -0.002 -0.003 -0.01
O 1.574 6.997 12.596 -0.001 -0.001 -0.001
O 3.935 7.995 12.028 0 0.001 -0.002
O 15.53 13.802 12.418 -0.007 0.005 -0.004
O 9.493 7.402 13.308 0 0.001 0.001
O 9.007 13.787 13.045 -0.002 0.005 0
O 9.634 11.737 11.651 -0.002 0 -0.005
O 4.372 12.856 12.34 -0.002 0 0.007
O 3.891 4.446 11.953 0 -0.008 -0.009
O 4.748 0.122 26.514 0.003 -0.002 0.002
O 5.04 10.554 25.334 0 0 0.003
O 10.066 3.363 25.923 0 -0.003 0.007
O 4.14 2.699 27.077 0.004 0.008 0
O 0.224 13.863 28.7 0.001 -0.002 -0.003
O 1.649 6.866 26.516 -0.001 -0.003 0.001
O 3.742 -2.864 23.03 0 0 0.001
O 7.45 12.487 24.961 0.001 0 0.004
O 11.673 9.701 25.917 0 -0.001 0.002
O 4.53 8.018 27.82 -0.001 -0.001 0.002
O 12.267 7.489 27.238 -0.005 0.002 -0.005
O 13.079 1.529 27.399 0.007 0.001 -0.007
O 15.093 0.329 26.204 -0.004 0.002 0.002
O 0.742 4.244 26.397 -0.001 -0.003 -0.003
O 9.659 8.127 26.658 -0.001 -0.001 0.004
O 12.575 -0.593 25.852 -0.002 -0.002 0.003
Si 8.766 9.703 19.518 0 0 0.001
Si 5.843 7.392 23.361 -0.001 0.001 -0.002
Si 5.177 -1.444 26.749 -0.008 0.002 -0.002
Si 3.059 -2.225 21.69 -0.001 -0.001 0
Si 2.289 5.475 21.258 0 0.001 -0.001
Si 9.51 12.245 13.194 0.003 -0.003 0.001
Si 9.276 6.534 14.665 -0.002 0.002 -0.001
Si 3.925 2.292 15.812 0.001 0.004 0
Si 3.62 3.41 23.375 0 -0.002 -0.001
Si 12.824 -0.694 19.417 0.012 -0.002 0.001
Si 14.179 2.661 23.708 0 -0.003 -0.003
Si 11.236 8.146 26.154 -0.001 0.001 -0.003
Si 4.039 9.489 24.572 -0.001 0.002 0
Si 9.868 2.383 27.224 -0.006 0.007 -0.01
Si 11.025 14.42 18.97 -0.001 0.001 0.003
Si 4.841 5.129 13.092 0.005 0.008 -0.001
Si 7.413 4.164 14.265 -0.003 0.003 0.002
Si 0.563 6.727 23.338 0 0.004 -0.002
Si 13.52 0.735 26.05 0.005 0.001 -0.004
Si 6.599 4.513 23.839 0 0.001 -0.001
Si 8.907 12.709 19.987 0 0 0.001
Si 15.171 8.161 16.143 0.002 0.003 0.002
Si 6.572 13.902 21.04 0 0.001 0
Si 5.506 9.229 16.367 0 0.002 0.001
Si 11.976 2.171 16.38 -0.001 0 0.001
Si 11.588 4.464 14.194 0.001 0 0.003
Si 1.349 8.322 25.797 0.001 0.003 -0.005
Si 14.603 7.722 19.102 -0.001 0.001 0.002
Si -0.414 13.18 13.843 -0.004 0 0
Si 4.079 0.508 22.385 -0.001 -0.001 0
Si 5.259 13.624 13.471 -0.003 0.002 0
Si 4.917 6.64 20.43 -0.001 0.001 0
Si 7.429 5.18 19.107 -0.001 0 0
Si 12.25 12.578 14.751 -0.003 -0.003 -0.001
Si 12.669 1.444 21.443 0 -0.002 -0.002
Si 2.842 7.957 16.708 -0.001 0.001 0
Si 6.633 12.445 23.543 -0.001 0.001 -0.002
Si 1.269 1.156 16.507 -0.006 0.004 0.004
Si 8.016 7.701 17.23 0 0.002 0.001
Si 7.653 9.732 22.233 0.001 0 -0.001
Si 6.264 3.65 16.806 0.002 -0.001 0.001
Si -0.746 15.984 17.344 0 -0.004 -0.003
Si 9.919 14.046 22.525 0 -0.001 -0.001
Si 3.9 5.241 15.838 0.001 0.002 -0.001
Si 14.414 5.377 15.102 0.001 -0.004 0.006
Si 15.718 6.057 12.667 -0.002 -0.002 -0.01
Si 0.074 11.678 18.009 -0.009 0.019 -0.005
Si 1.14 3.945 24.844 -0.002 -0.001 -0.002
Si 13.517 5.365 22.563 0 0 -0.002
Si 4.229 9.271 18.995 0 0.001 0.001
Si -0.923 10.749 15.193 -0.006 0.001 0.002
Si 10.312 8.827 21.813 0.002 0.003 -0.001
Si 10.791 6.434 23.527 0.001 0.001 0
Si 0.383 9.835 20.525 0 -0.002 0.003
Si 8.126 3.547 21.321 -0.001 0 -0.003
Si 6.787 11.213 14.122 0.001 -0.002 0.001
Si 14.985 4.8 19.888 0 0 0
Si 12.943 9.496 20.707 -0.002 0.003 -0.003
O 7.506 9.662 20.591 -0.001 0 0.002
O 0.385 8.291 19.995 0 -0.001 0
O 9.07 7.476 15.989 0 0 0.001
O 15.393 10.927 16.578 -0.007 0.008 0.016
O 9.984 7.388 22.49 0.001 0 0.002
O 0.239 5.303 14.113 0.003 0.002 -0.003
O 8.442 9.037 18.077 -0.001 -0.001 -0.001
O 14.359 6.833 15.758 -0.002 -0.005 0.001
O 7.165 0.829 22.567 0 0 0.003
O 11.39 7.308 24.768 0 0 0.002
O 0.67 10.8 19.236 -0.001 0 -0.001
O 6.095 5.652 19.921 0 0 0.001
O 3.193 3.762 15.807 0 0.002 -0.001
O 1.679 6.739 22.133 0 0 0.002
O 2.996 -0.607 21.914 0 0.001 0.001
O 9.006 1.075 26.684 0.002 0.002 0.006
O 11.891 9.251 21.939 -0.001 0.001 -0.001
O 9.266 9.862 22.554 -0.001 0.001 0.002
O 8.568 4.61 20.152 0 0.001 0.001
O 6.509 7.964 16.653 0.001 0.001 0.001
O -0.237 11.548 13.938 -0.001 0.002 0.002
O 5.167 9.978 17.82 0 0.001 0
O 0.285 2.727 24.163 0.001 0.001 0.003
O 7.432 3.374 15.69 -0.003 0.005 0.001
O 14.638 8.475 17.66 0 -0.001 0.002
O 13.533 2.135 16.9 0.003 0.005 0.001
O 1.34 8.137 16.102 0.001 0.002 0
O 2.726 3.617 24.721 0 0.001 0.003
O 5.023 -0.093 23.595 0 0 0.003
O 8.423 11.423 14.132 -0.003 0.001 0.002
O 11.594 13.488 15.919 -0.001 -0.001 0.001
O 3.812 -2.595 20.264 0 0 0.001
O 13.091 5.074 14.209 -0.004 -0.002 0.001
O 7.899 5.689 14.477 0 -0.001 -0.001
O 7.623 3.932 24.98 0.001 0.001 0.003
O 4.836 8.081 24.431 0.001 -0.001 0.002
O -0.985 6.666 22.815 0 -0.001 0.002
O 4.049 8.666 15.82 -0.001 0 0
O 2.918 8.644 18.205 0 0 0
O 3.061 4.39 22.203 0 0.001 0.002
O 6.39 6.093 24.168 0 0 0.002
O 5.406 5.016 16.458 -0.001 0 0
O 11.07 2.578 17.679 0.001 0.001 0
O 9.224 11.266 19.302 0.001 0.001 0.001
O -0.693 6.126 18.959 -0.001 -0.002 0.001
O 4.973 13.674 21.05 -0.001 0 0.001
O 13.978 2.092 22.179 0.001 0.001 0.004
O 9.451 14.064 19.235 0.001 0 0.001
O 9.332 2.66 21.979 -0.002 0.002 0.001
O 9.963 8.818 20.211 0 -0.001 0.001
O 3.38 1.87 22.897 0 0.001 0.001
O 11.915 2.245 20.198 0 0 0.002
O 5.962 12.573 14.499 0 0.002 0.003
O 3.946 5.775 14.29 0.001 -0.001 -0.002
O -1.571 4.771 21.098 0 0 0.002
O -1.08 10.081 21.236 0 0 0.002
O 4.867 10.219 10.435 -0.006 -0.002 0
O 4.336 14.659 14.304 -0.002 0.001 0.001
O 9.805 5.262 24.08 0 0.001 0.004
O 2.691 9.207 25.466 -0.001 -0.001 0.003
O 1.091 12.885 17.69 -0.013 -0.02 0
O 11.621 3.151 15.147 -0.002 0.004 0
O 14.559 4.418 16.371 0.005 -0.001 -0.001
O 5.189 3.692 23.751 0 0.001 0.002
O 7.278 12.84 20.033 0 -0.001 0.002
O 13.21 8.102 19.884 -0.001 0 0.002
O 14.64 3.538 18.925 -0.001 0 0.002
O 0.733 2.554 17.114 -0.003 -0.009 0.002
O 3.116 6.336 16.748 0 0.001 -0.001
O 5.044 6.909 22.031 0.001 0.001 0.003
O 5.081 8.024 19.602 0 -0.001 0.001
O 13.157 12.83 20.859 -0.005 -0.006 -0.006
O 6.978 15.413 20.661 0 0.001 0.001
O 16.521 4.746 20.464 0 0 0.001
O 7.013 3.892 18.203 -0.004 0 -0.005
O 0.83 5.329 24.085 0 -0.002 0.003
O 13.374 1.724 24.766 0 0.002 0.001
O 3.414 6.02 20.203 0 0 0.001
O 2.875 1.187 16.328 0.008 0.001 -0.001
O 0.664 8.008 24.339 0 -0.001 0.003
O 14.633 9.159 14.967 -0.002 0.004 0
O 5.231 2.377 16.805 0.003 0.005 -0.003
O 12.345 10.6 19.662 0.008 0.008 0.001
O 6.264 10.128 15.228 -0.001 0.002 0.001
O 7.05 8.395 22.933 -0.001 0 0.002
O 9.566 12.802 21.497 0 0.002 0.002
O 13.639 4.205 23.714 0 0 0.003
O 11.975 5.821 22.611 -0.001 -0.001 0.002
O 6.864 11.014 22.813 0 0 0.002
O 11.643 12.939 18.665 0.003 -0.002 0
O 1.529 10.058 21.636 0.001 0 0
O 0.491 0.938 15.078 -0.002 -0.001 -0.004
O 11.54 14.147 22.6 0 0.003 0.002
O 8.04 6.39 18.205 -0.001 0.002 0
O 13.439 13.488 14.036 0 -0.001 0
O 9.543 13.728 24.067 -0.001 0 0.005
O 7.385 4.448 22.435 -0.001 0.001 0.001
O -1.371 -0.58 18.439 0.015 -0.005 0.007
O 13.61 20.294 10.072 0.001 0 0.005
O 12.992 11.246 15.35 -0.001 0.003 -0.001
O 4.042 10.705 27.711 -0.002 0.004 -0.007
O 2.12 7.491 10.067 0.001 0.006 0.002
O 15.826 -3.674 26.824 -0.001 0.001 0
O 11.663 1.77 11.564 -0.005 0.002 -0.017
O -10.246 6.985 9.989 -0.001 0.004 0.004
O 5.069 5.34 27.272 -0.002 -0.009 -0.003
O 5.87 -8.755 13.75 0 0.004 0
O 9.655 6.716 10.666 0.001 0.004 -0.003
O 8.938 5.593 26.587 -0.002 -0.002 -0.001
O 0.913 11.514 27.809 0.002 0.006 -0.003
O -6.323 6.828 28.889 0 -0.001 0.002
O 3.851 13.52 28.878 0.005 -0.012 -0.01
O 5.936 6.459 29.43 -0.001 -0.007 -0.005
O 13.472 9.446 11.786 -0.001 0 0.007
O 5.836 6.238 12.441 -0.007 -0.005 -0.001
O 12.635 4.039 10.453 -0.007 0.002 -0.001
O 7.694 3.798 30.565 -0.004 -0.008 -0.011
O 11.827 7.364 12.077 -0.009 0.001 -0.003
O 3.18 14.855 11.137 0.004 0.002 -0.002
O 8.979 15.92 28.4 0.004 -0.001 0.001
O 9.923 -3.648 11.497 -0.002 -0.009 0
O -3.022 5.179 28.461 0.002 0.005 -0.002
O 6.678 11.27 27.452 0.012 0 0.014
O 6.367 16.054 28.334 -0.001 0.001 -0.001

Results
free energy: -262373.648 eV
free energy less fixed offsets of O -568.88, Si -635.61 eV per atom: -5.068 eV

The program warned: the cutoff lies below the one the program advises for these potential files; the forces do not sum to zero within the program's tolerance; the exchange-correlation potential is rough where the density is thin.
